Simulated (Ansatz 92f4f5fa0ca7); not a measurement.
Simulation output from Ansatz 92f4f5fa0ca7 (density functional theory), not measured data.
Periodic cell of 213 atoms, Si132O78H3, from a study of silicon, its oxide and their interface. The atomic structure is a simulated model.

Settings
functional: PBE
potential files: Ansatz PAW
basis: plane waves
wave-function cutoff: 700 eV
density cutoff ratio: 5
exchange-correlation grid ratio: 1
k mesh: 2 x 2 x 1, shifted by 0.5 0.5 0.5 of a step
self-consistency stop: 5e-08 eV per atom in the density residual
occupations: fixed
spin: none
net charge: +1 e, with a uniform compensating background and no finite-size correction

Cell vectors (angstrom)
a	10.938	0	0
b	0	10.938	0
c	0	0	31.3387

Atoms: element, x, y, z (angstrom)
Si	10.3395	0.5137	23.9919
Si	5.7099	10.6291	23.9351
Si	2.1886	3.0447	23.9146
Si	8.6398	2.2238	24.0073
Si	0.328	4.8874	23.8809
Si	4.8809	5.9242	24.0428
Si	3.1945	7.6492	23.8797
Si	7.5001	8.7901	23.8379
Si	1.177	1.4156	25.272
Si	6.8336	1.3101	25.2271
Si	3.9243	4.1048	25.193
Si	9.5878	3.9853	25.2656
Si	1.333	6.7313	25.0528
Si	6.7061	6.9346	25.146
Si	4.0468	9.49	25.1592
Si	9.3588	9.6281	25.1197
Si	2.652	-0.0198	26.455
Si	8.1251	-0.0288	26.6748
Si	-0.0663	2.7252	26.7604
Si	5.4059	2.7371	26.466
Si	2.6248	5.4655	26.6196
Si	8.152	5.4913	26.4214
Si	-0.0853	8.1864	26.3509
Si	5.3926	8.2064	26.6412
Si	4.0576	1.3439	27.8524
Si	9.5023	1.3295	28.0247
Si	1.3268	4.1062	28.0255
Si	6.7872	4.1222	27.8399
Si	4.0346	6.818	27.9586
Si	9.5366	6.8359	27.823
Si	1.289	9.5346	27.8214
Si	6.777	9.5403	28.0003
Si	-0.0003	-0.0209	29.292
Si	5.435	0.0203	29.2938
Si	2.744	2.7214	29.2925
Si	8.1539	2.7716	29.2869
Si	-0.0457	5.5115	29.2941
Si	5.4568	5.4729	29.2804
Si	2.6879	8.2261	29.2725
Si	8.2108	8.1847	29.2817
Si	1.3673	1.3673	30.6549
Si	6.8362	1.3673	30.6549
Si	4.1018	4.1018	30.6549
Si	9.5708	4.1018	30.6549
Si	1.3673	6.8362	30.6549
Si	6.8362	6.8362	30.6549
Si	4.1018	9.5708	30.6549
Si	9.5708	9.5708	30.6549
Si	2.7345	0	0.6835
Si	8.2035	0	0.6835
Si	0	2.7345	0.6835
Si	5.469	2.7345	0.6835
Si	2.7345	5.469	0.6835
Si	8.2035	5.469	0.6835
Si	0	8.2035	0.6835
Si	5.469	8.2035	0.6835
Si	4.0862	1.391	2.0605
Si	9.627	1.3393	2.0553
Si	1.4091	4.063	2.0462
Si	6.8378	4.0968	2.0502
Si	4.1557	6.7963	2.0554
Si	9.5669	6.8559	2.0353
Si	1.3735	9.5853	2.0526
Si	6.8416	9.5561	2.0595
Si	0.1094	0.0492	3.5039
Si	5.4727	0.0258	3.3752
Si	2.7819	2.7535	3.5175
Si	8.2407	2.72	3.3431
Si	0.0073	5.4433	3.314
Si	5.4986	5.428	3.5007
Si	2.7649	8.1895	3.3392
Si	8.2468	8.2277	3.4595
Si	1.4636	1.4271	4.9919
Si	6.9113	1.3518	4.6948
Si	4.1543	4.0674	4.9693
Si	9.6225	4.0834	4.6785
Si	1.4597	6.7327	4.6228
Si	6.908	6.8075	4.8213
Si	4.099	9.5628	4.7372
Si	9.6579	9.6224	4.8205
Si	3.0047	0.133	6.3652
Si	8.3255	0.1133	6.1462
Si	0.0381	2.9076	6.2344
Si	5.6651	2.6637	6.2152
Si	2.7152	5.5073	6.2349
Si	8.3612	5.4588	6.1168
Si	0.1788	8.1777	5.9822
Si	5.5089	8.2262	6.066
Si	5.08	0.7589	7.5452
Si	9.1809	1.9755	7.425
Si	0.8963	4.713	7.5778
Si	7.4505	3.6803	7.3836
Si	3.7497	7.3202	7.3411
Si	10.1079	6.5215	7.3287
Si	2.1294	9.0249	6.9179
Si	6.6753	9.8515	7.2682
H	3.9632	7.1197	8.8081
O	7.0531	4.023	8.9631
O	9.6305	1.7958	9.0161
O	5.1214	1.087	9.1686
O	7.3356	9.1318	8.6176
O	9.48	7.3817	8.6111
O	1.2857	4.242	9.1245
H	8.2725	2.6404	22.6154
H	10.7639	0.1884	22.591
O	10.3177	5.3601	22.5791
O	2.7687	2.1389	22.6172
O	2.9747	7.8635	22.2402
O	5.2304	5.5326	22.4748
O	4.967	0.4469	22.6309
O	7.9311	8.2483	22.3381
Si	4.5409	8.2074	14.495
Si	4.1461	1.6406	21.8584
Si	3.9658	1.4347	15.3422
Si	5.9157	1.2366	10.5944
Si	8.0877	7.8736	9.3346
Si	7.3125	1.532	14.679
Si	5.8233	7.8271	19.0783
Si	8.57	10.585	18.8893
Si	5.0172	4.5119	21.2365
Si	10.6013	2.8494	12.6913
Si	1.1332	5.0223	16.9801
Si	3.2324	8.2927	20.6877
Si	4.6201	9.8858	17.1318
Si	9.3295	4.504	18.4694
Si	8.4142	8.2261	20.7895
Si	6.492	4.9822	18.6867
Si	1.0217	2.2674	15.5382
Si	2.8523	0.0615	19.5355
Si	4.6517	4.0132	11.5538
Si	0.4086	9.3407	15.8905
Si	9.1866	1.0732	10.411
Si	9.2549	10.4905	14.2339
Si	6.8418	5.1764	10.1026
Si	7.4538	2.2483	17.8228
Si	8.8104	5.2342	12.5817
Si	0.4067	0.5603	17.9273
Si	2.3744	5.6239	19.7431
Si	5.0831	10.8906	13.1744
Si	10.4145	5.7466	20.9962
Si	1.6455	4.4767	10.7093
Si	9.7106	9.2536	11.3529
Si	7.0124	6.474	14.9103
Si	1.8832	7.1342	14.7485
Si	8.6246	8.576	16.3721
Si	0.4337	6.8629	11.9741
Si	5.5514	3.8581	14.4993
O	9.8643	1.7583	11.7193
O	3.1297	3.9079	11.0224
O	4.2669	8.7776	15.9976
O	0.1821	8.4136	11.4821
O	9.9962	0.3997	18.7896
O	0.903	6.7214	13.5219
O	0.6822	3.6328	11.6932
O	8.6067	9.7973	20.3302
O	9.7079	4.6098	20.0565
O	3.5287	10.2778	18.2503
O	3.4272	7.0384	14.2356
O	8.4795	8.315	10.8405
O	3.5985	4.8184	20.4688
O	4.7957	0.3803	16.3108
O	9.7434	7.2354	20.7124
O	7.5422	1.085	10.4695
O	4.8289	8.276	20.3134
O	3.9995	1.034	13.7448
O	5.0915	2.9642	21.7467
O	4.4799	9.4038	13.3986
O	2.1149	4.9396	18.2856
O	7.9999	5.4166	18.249
O	5.3162	5.2124	10.6624
O	6.8229	2.938	14.0154
O	0.096	1.647	16.7386
O	1.6661	8.7001	15.1237
O	7.3145	1.7006	16.2931
O	5.9993	7.5531	14.2666
O	9.4943	3.914	13.24
O	5.353	0.0671	11.5775
O	1.507	6.0928	11.0034
O	2.6388	7.2277	19.5954
O	6.4292	0.303	14.0388
O	7.8019	4.834	11.3674
O	9.8327	10.5022	10.3067
O	4.7444	4.3334	13.1548
O	1.065	5.5931	20.6981
O	6.1467	5.1391	15.3391
O	1.3382	3.8058	15.9336
O	5.5494	6.3308	18.366
O	2.3983	1.4134	15.7145
O	7.4335	0.8548	18.7425
O	7.0652	6.6166	9.38
O	6.3091	4.7548	20.2887
O	8.2451	9.6138	15.169
O	5.4986	2.6612	11.242
O	7.2732	7.644	19.7912
O	10.5253	5.0619	17.5134
O	8.8186	1.1234	14.224
O	6.2986	3.4254	18.0765
O	4.5941	2.9493	15.4731
O	-0.184	10.4468	14.8482
O	1.5831	0.9394	18.996
O	8.1008	6.07	13.7729
O	3.801	1.1009	20.356
O	8.4465	9.4031	17.7589
O	8.9033	2.9746	18.0899
O	2.4934	9.747	20.5332
O	1.5505	6.3181	16.1024
O	9.9384	6.1289	11.8452
O	7.7475	7.2125	16.1784
O	5.7842	9.0715	17.9866
O	0.8378	10.0654	17.268
O	10.2127	8.1956	16.2066
O	0.4596	2.2418	13.9929
O	9.2288	9.8393	12.7684

Results
free energy: -128341.534 eV
free energy less fixed offsets of H -17.10, O -569.03, Si -635.61 eV per atom: -5.374 eV

Forces (eV/angstrom), in the order of the atoms: element, x, y, z
Si	-0.0152	0.0269	-0.0271
Si	0.0292	-0.0444	-0.0575
Si	-0.0433	0.0128	-0.0473
Si	0.023	-0.0119	-0.021
Si	0.0127	-0.0624	-0.0521
Si	-0.031	0.0303	-0.0587
Si	0.0356	-0.0331	-0.053
Si	-0.0537	0.0441	-0.0552
Si	-0.0332	0.0137	-0.0274
Si	0.041	-0.0017	-0.0092
Si	-0.0182	0.0114	-0.0066
Si	0.0053	-0.0436	-0.026
Si	0.032	-0.0218	0.0129
Si	-0.0069	0.0283	-0.0001
Si	0.019	-0.0082	-0.0122
Si	-0.0097	0.0284	0.0069
Si	0.0159	-0.0272	0.0794
Si	-0.0014	-0.0177	-0.0328
Si	0.0089	0.0033	-0.0306
Si	-0.0085	0.0102	0.0641
Si	-0.0066	-0.0073	-0.0364
Si	-0.0217	0.009	0.0652
Si	0.0032	-0.0041	0.0619
Si	0.0042	0.0068	-0.0303
Si	-0.0048	0.0037	0.0076
Si	-0.0038	0.0022	-0.0024
Si	0.0159	0.0142	0.0067
Si	0.0152	0.0169	0.0146
Si	0.0039	-0.0034	0.0006
Si	0.007	0.0129	0.0216
Si	-0.0003	0.0175	0.0213
Si	0.0076	0.0137	0.0076
Si	0.03	-0.0657	-0.0231
Si	-0.0333	0.0143	-0.018
Si	0.0311	-0.0232	-0.0199
Si	-0.0402	0.0221	-0.01
Si	-0.0297	0.0189	-0.0232
Si	0.0151	-0.0423	-0.0218
Si	-0.0349	0.0282	-0.0131
Si	0.0152	-0.0315	-0.0166
Si	0.0385	-0.1319	-0.0705
Si	-0.227	0.1857	0.0615
Si	0.1079	-0.0855	-0.024
Si	-0.2118	0.1537	0.0235
Si	-0.1653	0.1879	0.0647
Si	0.0685	-0.0893	-0.0864
Si	-0.2728	0.0774	-0.0173
Si	0.0025	-0.2171	0.0045
Si	0.0002	0.0934	0.0385
Si	0.1723	-0.0738	0.0873
Si	0.1985	-0.1536	-0.1234
Si	-0.0288	0.0546	0.0358
Si	0.1807	-0.1178	-0.0062
Si	-0.149	0.0632	0.0344
Si	-0.007	0.1769	0.0139
Si	0.1935	-0.1806	-0.0625
Si	-0.0175	0.0308	0.009
Si	0.0336	-0.0202	0.0092
Si	0.0425	-0.0086	0.0244
Si	-0.0292	0.0327	0.0157
Si	0.0184	-0.008	0.0056
Si	-0.025	0.0043	0.0317
Si	-0.0314	0.0388	0.0141
Si	0.036	-0.0188	0.0093
Si	0.0036	0.0102	-0.0313
Si	-0.0069	-0.006	0.0088
Si	-0.0031	0.0003	0
Si	0.0184	0.0245	0.0008
Si	-0.0231	0.0005	-0.0105
Si	-0.0107	-0.0127	-0.0192
Si	0.0344	0.0066	-0.004
Si	-0.0041	0.0126	0.0217
Si	0.0067	-0.0076	-0.0598
Si	-0.0001	0.0104	0.0449
Si	0.0068	-0.0101	-0.0698
Si	0.0505	0.0246	0.0353
Si	0.0345	0.0377	0.0627
Si	-0.0125	0.0042	-0.0531
Si	0.036	0.0248	0.0242
Si	-0.0081	-0.0068	-0.0866
Si	0.0324	0.0069	-0.0328
Si	0.0134	0.0459	-0.0053
Si	-0.0156	-0.0132	-0.0141
Si	-0.0158	-0.0175	-0.0114
Si	-0.0311	0.0329	-0.0079
Si	0.0124	-0.0214	0.0086
Si	-0.0969	-0.0528	0.0641
Si	-0.0168	-0.0035	-0.003
Si	0.0505	-0.0343	0.0709
Si	-0.0347	0.0221	0.0696
Si	-0.0439	0.0261	0.0773
Si	0.0105	-0.0436	0.087
Si	-0.0223	-0.0001	0.0534
Si	0.0319	0.004	0.0202
Si	0.0611	-0.0554	-0.013
Si	-0.0384	-0.005	0.0644
H	0.0039	-0.0009	0.0034
O	0.004	0.0215	-0.003
O	-0.0193	-0.0069	-0.0013
O	-0.0008	-0.0103	-0.0205
O	0.0061	0.0006	-0.0165
O	-0.0266	-0.0093	0.0047
O	-0.0006	0.0163	-0.0091
H	-0.0018	0.0013	0.0069
H	0.0008	-0.0025	0.0047
O	0.0201	0.0128	-0.009
O	0.0265	0.0124	0.0012
O	0.008	0.0057	-0.0103
O	-0.0115	-0.0129	-0.0086
O	-0.0039	0.0127	0.0006
O	0.0031	0.0041	-0.0018
Si	-0.001	-0.0027	-0.0007
Si	0.0055	0.011	0.0087
Si	-0.0017	-0.003	0.0092
Si	0.0055	-0.0067	0.0056
Si	0.005	-0.0081	0.0117
Si	0.0061	0.0006	0.0038
Si	0.0003	-0.0008	0.0154
Si	-0.002	-0.0004	0.0207
Si	0.0036	-0.0029	0.027
Si	0.0001	-0.0036	0.0058
Si	0.0021	0.0012	0.011
Si	-0.0004	0.0008	0.0175
Si	0.001	0.0008	0.011
Si	-0.0021	-0.0015	0.0119
Si	0.0044	-0.0008	0.01
Si	-0.0025	-0.0002	0.0132
Si	0.0014	-0.0022	0.0062
Si	0.0013	0.0029	0.0178
Si	-0.0006	0.0042	0.0034
Si	0.0032	-0.0011	0.0056
Si	0.0017	0.0017	-0.0032
Si	-0.001	0.0029	0.0049
Si	0.0008	0.0022	0.0021
Si	0	0.0009	0.0134
Si	0.0013	-0.0001	0.0043
Si	0.001	0.0041	0.0165
Si	0.0034	-0.0028	0.0169
Si	-0.0025	-0.0034	-0.0024
Si	-0.0009	0.0031	0.0168
Si	-0.0007	-0.0013	0.0023
Si	-0.0021	0.002	-0.0026
Si	0.0017	0.0041	0.009
Si	0.0046	0.0011	0.0052
Si	-0.0011	-0.0044	0.0104
Si	0.002	0.0006	-0.0008
Si	0.0006	0.0025	0.0087
O	-0.0089	-0.0004	-0.0135
O	0.0014	0.0129	0.0039
O	0.0018	0.0018	-0.0346
O	-0.0233	-0.0073	0.0084
O	0.004	-0.0163	-0.0238
O	0.0105	0.0095	-0.0117
O	0.0047	0.0148	-0.0007
O	-0.0038	-0.0125	-0.0199
O	0.0018	0.0223	-0.0201
O	0.0047	0.0049	0.004
O	-0.0035	0.0177	0.0091
O	0.0084	0.0039	-0.0224
O	0.0082	0.018	-0.0077
O	-0.0228	0.01	-0.0216
O	-0.0158	-0.0151	0.0025
O	0	0.006	0.007
O	-0.0026	0.0059	-0.015
O	0.0143	-0.0088	0.0108
O	-0.021	0.0019	-0.0165
O	0.0025	0.0099	0.0214
O	-0.0152	0.0168	-0.0029
O	-0.0029	-0.0223	0.0004
O	0.0182	-0.0237	0.0089
O	-0.0233	-0.0092	0.0265
O	0.0135	-0.0092	0.004
O	-0.0121	-0.016	0.0054
O	0.0021	0.0164	-0.0098
O	-0.0031	-0.0154	0.0218
O	0.0141	0.0074	-0.026
O	0.0136	0.0283	0.0028
O	-0.0161	-0.0261	0.0155
O	0.0043	-0.0071	0.0075
O	-0.0105	0.0043	-0.0108
O	-0.0153	0.0087	-0.0078
O	-0.0116	-0.0025	0.0238
O	0.0134	-0.0126	-0.0142
O	0.0067	-0.0121	-0.0266
O	0.0079	-0.0002	-0.0333
O	-0.0111	-0.0178	0.0084
O	0.0174	-0.0023	0.0041
O	0.008	0.0125	-0.0077
O	0.0177	-0.0009	-0.0196
O	0.0178	0.0052	0.011
O	-0.0102	0.0004	-0.0209
O	0.0288	0.0017	0.0006
O	-0.0046	0.0026	-0.001
O	0.0026	0.0068	0.0046
O	0.0118	-0.0122	0.009
O	-0.0121	-0.0211	0.0072
O	0.0277	0.0045	-0.0106
O	0.0143	-0.0136	-0.027
O	-0.028	-0.0286	0.0111
O	0.0023	-0.0193	-0.0135
O	-0.0004	-0.0102	-0.0056
O	-0.0088	-0.0067	0.0097
O	0.0079	0.0123	-0.0111
O	-0.0255	0.0204	0.001
O	0.0178	-0.0028	-0.0186
O	0.0033	0.0007	-0.0124
O	0.0125	-0.003	0.0188
O	0.0021	0.012	-0.0255
O	0.007	-0.0083	0.0167
O	-0.0229	0.0158	-0.0236
O	-0.0087	0.0424	-0.0096
O	0.0033	0.0219	-0.0085
O	0.0182	0.0048	-0.0029

The program warned: the cutoff lies below the one the program advises for these potential files; the forces do not sum to zero within the program's tolerance; the exchange-correlation potential is rough where the density is thin.
